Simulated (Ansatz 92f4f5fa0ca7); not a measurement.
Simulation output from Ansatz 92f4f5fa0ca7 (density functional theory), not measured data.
Periodic cell of 226 atoms, Si133O92P1, from a study of silicon, its oxide and their interface. The atomic structure is a simulated model.
Doubt: the cutoff is far below the 930 eV that the study's wrapper takes by default for these files, so forces and energies are approximate.

Settings: functional PBE; potential files Ansatz PAW; basis plane waves; wave-function cutoff 580 eV; density cutoff ratio 5; exchange-correlation grid ratio 1; k mesh 1 x 1 x 1, Gamma-centred; self-consistency stop 5e-08 eV per atom in the density residual; occupations fixed; spin none; net charge +1 e, with a uniform compensating background and no finite-size correction.

Cell vectors (angstrom)
a, 10.938, 0, 0
b, 0, 10.938, 0
c, 0, 0, 31.9494

Atoms and the computed forces on them: element, x, y, z (angstrom), force x, y, z (eV/angstrom)
Si, 10.6305, -0.0008, 24.4168, 0.0264, 0.0029, -0.193
Si, 5.0835, 0.1255, 24.6606, -0.0084, -0.0142, -0.1397
Si, 2.8279, 2.2935, 24.5321, -0.0307, 0.0015, -0.181
Si, 8.5735, 2.436, 24.5629, -0.0003, 0.0156, -0.1557
Si, 10.7155, 5.5898, 24.3353, -0.0183, -0.0403, -0.1667
Si, 5.1644, 5.6127, 24.452, -0.0015, -0.0022, -0.197
Si, 2.9914, 7.9526, 24.4034, -0.0014, 0.0323, -0.1527
Si, 8.4229, 7.8338, 24.4169, -0.0083, -0.0053, -0.1779
Si, 1.2968, 1.1291, 25.8388, 0.0054, -0.0057, 0.0684
Si, 6.8195, 1.3282, 25.7455, 0.0316, 0.0064, -0.0054
Si, 3.9913, 4.0101, 25.7366, 0.0012, 0.0144, 0.0054
Si, 9.6912, 4.0226, 25.8513, 0.0275, 0.0186, 0.0351
Si, 1.3437, 6.7942, 25.6752, 0.0288, 0.0198, -0.0115
Si, 6.8098, 6.7227, 25.7507, 0.0011, 0.0153, 0.0506
Si, 4.0035, 9.4697, 25.9533, -0.008, -0.016, 0.0482
Si, 9.4886, 9.4402, 25.8044, 0.0112, 0.014, 0.0107
Si, 2.6392, -0.1332, 27.3001, -0.0378, -0.0185, 0.0156
Si, 8.1506, -0.0645, 27.15, -0.0761, -0.0384, -0.0081
Si, 0.0872, 2.6581, 27.2141, 0.0127, 0.004, 0.0059
Si, 5.4629, 2.7285, 27.1165, 0.0108, 0.004, -0.0239
Si, 2.6759, 5.4204, 27.1148, -0.0447, -0.0538, -0.0351
Si, 8.2017, 5.3753, 27.1382, -0.0302, -0.0272, -0.0356
Si, 0.0238, 8.1591, 27.1357, -0.0249, -0.0096, -0.0235
Si, 5.5159, 8.1448, 27.1833, 0.0127, 0.008, -0.01
Si, 4.0978, 1.3391, 28.4969, -0.0662, -0.0735, 0.0393
Si, 9.5483, 1.3182, 28.507, 0.0358, 0.0487, 0.0384
Si, 1.4021, 4.0718, 28.5769, -0.1092, 0.0096, -0.0846
Si, 6.8164, 4.0678, 28.5325, -0.0035, 0.0016, -0.0252
Si, 4.0852, 6.7746, 28.4888, 0.0159, 0.0946, 0.0633
Si, 9.5692, 6.7872, 28.4778, -0.0432, 0.0047, 0.0825
Si, 1.2869, 9.4761, 28.6546, 0.1143, 0.1016, -0.2011
Si, 6.8291, 9.5402, 28.5736, -0.0164, 0.0058, -0.0838
Si, -0.045, -0.0207, 29.9401, -0.0283, 0.0744, 0.0447
Si, 5.4538, -0.0102, 29.9033, -0.0073, 0.0245, 0.0068
Si, 2.7762, 2.7208, 29.9074, 0.0185, -0.0968, 0.0047
Si, 8.1886, 2.7059, 29.8836, 0.0437, -0.0249, 0.0016
Si, -0.017, 5.4416, 29.8948, 0.0397, 0.0077, 0.0038
Si, 5.458, 5.4491, 29.8967, 0.0156, 0.0049, 0.0091
Si, 2.7394, 8.1472, 29.9177, 0.0487, -0.0746, 0.0403
Si, 8.224, 8.1759, 29.8867, 0.0243, -0.054, -0.0172
Si, 1.3685, 1.3787, 31.2596, 0.0034, 0.0029, -0.0031
Si, 6.8261, 1.3686, 31.2696, -0.0431, -0.004, -0.0105
Si, 4.1154, 4.0857, 31.2853, -0.0064, 0.0148, 0.0222
Si, 9.5507, 4.0852, 31.2633, -0.0105, -0.0095, -0.0043
Si, 1.3563, 6.8104, 31.2796, -0.0459, -0.0021, 0.0067
Si, 6.8306, 6.8435, 31.2564, 0.0109, 0.0278, -0.0013
Si, 4.0902, 9.5626, 31.2726, -0.0008, 0.0159, -0.0053
Si, 9.5436, 9.5485, 31.295, 0.007, -0.0328, 0.0267
Si, 2.7357, 0.0204, 0.6866, 0.0073, 0.0269, 0.0047
Si, 8.196, 0.0157, 0.684, 0.0198, 0.0245, -0.0166
Si, 0.0085, 2.7527, 0.6944, -0.0171, -0.0057, -0.0323
Si, 5.4827, 2.7481, 0.7151, 0.0423, -0.032, 0.0259
Si, 2.737, 5.4618, 0.6865, -0.0171, -0.0034, -0.0214
Si, 8.206, 5.4907, 0.6803, 0.0123, -0.0265, -0.0066
Si, 0.0038, 8.2096, 0.7114, 0.015, 0.0271, 0.0152
Si, 5.4805, 8.2277, 0.701, -0.0056, 0.0023, -0.03
Si, 4.0972, 1.3918, 2.083, -0.014, 0.0107, 0.0156
Si, 9.5933, 1.3596, 2.0462, 0.0815, -0.0287, -0.0327
Si, 1.3539, 4.1511, 2.0711, -0.0594, 0.0256, 0.0094
Si, 6.8457, 4.1503, 2.0583, -0.065, 0.0496, -0.0377
Si, 4.0866, 6.8538, 2.039, 0.0118, 0.0514, -0.0481
Si, 9.5712, 6.844, 2.087, 0.0261, 0.0245, 0.0226
Si, 1.3591, 9.6269, 2.0603, -0.0921, 0.0298, -0.0344
Si, 6.835, 9.6351, 2.0649, -0.0873, 0.0169, 0.0014
Si, 0.0161, 0.0404, 3.4883, -0.0026, -0.0027, -0.1229
Si, 5.4796, 0.0486, 3.4781, 0.0755, 0.049, -0.0686
Si, 2.698, 2.7844, 3.419, 0.0366, -0.0204, 0.0153
Si, 8.2586, 2.7835, 3.3423, -0.0913, -0.0107, 0.1631
Si, 0.0225, 5.5154, 3.5093, -0.0477, -0.0721, -0.094
Si, 5.4593, 5.5336, 3.424, 0.0611, -0.0696, -0.0369
Si, 2.715, 8.2431, 3.3759, 0.0593, -0.0232, 0.0294
Si, 8.227, 8.2978, 3.3992, -0.0227, -0.065, 0.0376
Si, 1.3582, 1.4651, 4.8459, 0.0229, 0.0453, 0.0229
Si, 6.8987, 1.496, 4.7511, 0.0696, 0.0846, -0.0028
Si, 4.0646, 4.1716, 4.7687, 0.0588, 0.0159, -0.007
Si, 9.5793, 4.0851, 4.8046, 0.0015, -0.0285, 0.0051
Si, 1.352, 7.0038, 4.847, 0.1694, 0.1032, 0.0871
Si, 6.8172, 6.9726, 4.7399, -0.011, 0.0035, -0.056
Si, 4.044, 9.5926, 4.7674, -0.073, -0.1453, 0.0562
Si, 9.6101, 9.5766, 4.8425, 0.0197, 0.0223, 0.0668
Si, 2.7509, 0.0571, 6.1291, -0.088, -0.0021, -0.0122
Si, 8.2744, 0.1072, 6.0936, -0.0397, 0.0075, -0.0364
Si, 0.0254, 2.8184, 6.3121, -0.0061, 0.0308, -0.0646
Si, 5.4955, 2.8743, 6.1065, 0.0717, 0.0202, -0.0298
Si, 2.7814, 5.64, 6.156, -0.2965, -0.3364, -0.1549
Si, 8.2348, 5.6143, 5.9883, -0.0293, -0.0573, -0.0047
Si, 0.0444, 8.317, 6.3796, -0.0566, 0.0492, -0.0344
Si, 5.4316, 8.295, 6.1976, 0.3625, 0.3364, 0.0376
Si, 4.4105, 1.1926, 7.3182, -0.0465, 0.0625, 0.2754
Si, 9.8033, 1.1578, 7.6052, -0.0288, 0.0141, 0.2941
Si, 1.1947, 4.5291, 7.5261, -0.1231, -0.1123, 0.3115
Si, 6.6062, 4.5957, 7.2996, 0.1683, -0.1698, 0.0203
P, 4.2931, 6.7565, 7.5197, 0.4343, -0.4152, 0.5256
Si, 9.7318, 6.6251, 7.5002, -0.0588, 0.0329, 0.2665
Si, 1.2759, 9.9584, 7.6815, -0.081, 0.1441, 0.2646
Si, 6.6863, 9.9556, 7.4203, 0.0999, 0.1155, 0.3023
O, 9.5934, 1.242, 23.9796, -0.0197, -0.0117, 0.0893
O, 4.1137, 6.8053, 23.9463, -0.0027, -0.0231, 0.0782
O, 4.0185, 1.2407, 24.0284, 0.0047, 0.0057, 0.0927
O, 9.544, 6.7042, 23.8974, 0.0086, 0, 0.0823
O, -0.0379, 5.5451, 8.021, 0.1679, -0.0065, -0.1069
O, 5.5611, 0.1457, 7.9166, 0.0322, -0.1479, -0.1103
O, 0.0669, 0.1025, 8.1445, 0.0071, -0.0225, -0.1242
O, 5.5004, 5.7471, 7.9826, -0.6835, 0.4512, -0.3706
O, 7.5317, 4.0087, 8.5074, -0.2236, 0.2455, -0.3319
O, 8.7344, 7.0475, 8.7682, 0.0206, -0.0676, -0.2276
O, 2.1844, 9.4876, 9.0317, 0.0018, -0.0594, -0.2077
O, 8.8654, 1.6989, 8.8895, 0.0419, -0.0249, -0.2
O, 7.597, 9.4637, 8.7116, -0.19, 0.0943, -0.3015
O, 3.5655, 1.8188, 8.5794, 0.0405, -0.0812, -0.1875
O, 3.5023, 7.2351, 8.8611, 0.4867, -0.5017, -0.6593
O, 2.0596, 4.0274, 8.8502, -0.0627, 0.1851, -0.3042
O, 8.1444, 3.4884, 23.3576, 0.0806, -0.0635, 0.196
O, 0.4586, 4.9365, 22.9509, -0.0563, 0.0911, 0.195
O, 1.9146, 2.7503, 23.2406, 0.087, -0.0725, 0.2212
O, 5.8362, 4.9084, 23.1157, -0.0787, 0.0742, 0.1942
O, 5.5388, 9.9995, 23.4936, -0.1057, 0.0707, 0.2317
O, 2.4479, 8.6855, 23.0165, 0.0655, -0.0645, 0.1975
O, 0.197, 10.0713, 23.0792, -0.0718, 0.0579, 0.2133
O, 7.7961, 8.5756, 23.0709, 0.0759, -0.0729, 0.1927
Si, 8.666, 7.6964, 18.4312, 0.0131, -0.0094, 0.0122
Si, 8.7933, 6.3554, 13.6238, 0.0264, -0.0096, 0.221
Si, 3.7961, 1.533, 14.7361, 0.0092, -0.0011, 0.2001
Si, 2.1434, 5.7479, 17.6213, 0.0002, 0.0044, 0.0563
Si, 2.4249, 3.1442, 19.4873, 0.0241, -0.0191, -0.0958
Si, 9.8214, 9.0314, 12.0738, -0.0033, 0.0382, 0.3209
Si, 1.3371, 9.42, 22.0719, -0.0046, 0.0025, -0.2955
Si, 9.1708, 0.9625, 13.1944, 0.0083, -0.0179, 0.2296
Si, 1.428, 5.0533, 13.0154, -0.0467, -0.0149, 0.2419
Si, 1.8023, 8.2563, 12.8068, -0.1402, 0.0157, 0.4876
Si, 6.6641, 9.5573, 22.4209, -0.0049, 0.02, -0.2907
Si, 4.5342, 4.5952, 15.705, 0.0051, -0.0092, 0.1951
Si, 8.1958, 3.023, 9.5942, 0.1084, -0.076, 0.4973
Si, 0.8472, 8.2481, 19.2539, -0.0078, -0.0224, -0.0857
Si, 6.9623, 1.351, 21.0846, -0.0045, 0.0079, -0.1703
Si, 8.2296, 8.3133, 9.6748, 0.1332, -0.0058, 0.4763
Si, 10.896, 5.2017, 15.6009, -0.004, -0.0122, 0.1928
Si, 7.5704, 9.4904, 16.3054, 0.0074, -0.0134, 0.136
Si, 9.942, 2.061, 20.2938, -0.0108, -0.0259, -0.1268
Si, 3.2089, 8.5385, 9.9002, -0.081, 0.4761, 0.7778
Si, 6.7046, 3.3476, 17.4063, 0.0128, -0.0187, 0.0355
Si, 1.1747, 0.2104, 19.7982, -0.0131, 0.0128, -0.097
Si, 3.2357, 2.8097, 12.3043, -0.0386, -0.0226, 0.3381
Si, 7.2273, 5.3941, 19.6819, -0.0094, 0.0268, -0.1164
Si, 5.7545, 8.6472, 11.536, 0.1, 0.0476, 0.5298
Si, 5.7905, 6.0588, 13.1901, -0.0006, -0.0293, 0.3391
Si, 4.638, 9.7015, 17.6183, 0.0117, 0.0069, 0.0443
Si, 1.0318, 3.6022, 22.1722, -0.0223, -0.0397, -0.2975
Si, 4.907, 1.482, 18.796, -0.0181, 0.0076, -0.0263
Si, 3.1915, 3.0751, 9.5237, 0.0073, -0.1501, 0.4373
Si, 6.4467, 10.8077, 13.7795, 0.0289, 0.0345, 0.2703
Si, 10.3498, 0.1122, 15.9674, -0.006, -0.0023, 0.1407
Si, 5.6691, 3.6318, 11.1612, 0.0506, 0.0038, 0.4419
Si, 9.8478, 3.893, 11.8994, 0.033, 0.0029, 0.3434
Si, 2.3451, 9.9185, 15.5435, -0.0009, 0.0333, 0.1884
Si, 6.0861, 8.1236, 19.7946, 0.008, -0.0343, -0.1221
Si, 6.9413, 3.9724, 22.3725, -0.0007, -0.0297, -0.2711
Si, 9.7646, 2.7741, 17.3617, -0.0247, -0.0074, 0.0293
O, 7.2007, 6.3781, 13.9571, -0.0278, -0.0032, -0.0856
O, 1.889, 7.0602, 18.6691, -0.0048, 0.0014, 0.0066
O, 10.3055, 4.0264, 16.5158, 0.0172, 0.0324, -0.0541
O, 6.1679, 9.9517, 17.0399, 0.0184, -0.0017, -0.0397
O, 10.1439, 0.7043, 14.4672, -0.0389, 0.0279, -0.146
O, 8.4555, 6.1156, 18.8538, -0.0079, -0.0091, 0.0153
O, 5.1672, 0.6725, 14.4243, 0.0252, -0.0151, -0.0817
O, 5.7297, 2.0526, 17.5174, -0.0036, 0.0012, -0.0099
O, 8.3565, 1.9472, 20.5429, -0.0218, -0.0017, 0.0553
O, 2.0006, 4.3001, 18.3987, -0.0009, -0.0056, 0.0088
O, 6.9758, 2.7676, 10.6722, 0.0561, 0.0082, -0.1918
O, 4.8705, 2.6967, 12.2314, 0.0468, 0.0343, -0.1626
O, 6.0368, 4.3918, 16.3436, -0.0315, 0.0211, -0.0583
O, 4.5802, 3.8822, 9.9337, -0.0765, 0.0821, -0.2688
O, 10.7001, 2.7773, 21.5514, 0.0434, 0.0443, 0.1188
O, 9.7254, 6.1538, 14.9629, -0.0472, 0.0235, -0.1135
O, 6.0181, 6.4877, 19.8356, -0.003, -0.0003, 0.0357
O, 4.0915, 0.1691, 18.2738, -0.0014, -0.0069, -0.0062
O, 9.2623, 10.5509, 12.2726, 0.0126, -0.0816, -0.1177
O, 2.8608, 4.3579, 12.6979, 0.0364, -0.0273, -0.1091
O, 1.9218, 10.7006, 21.2035, -0.0002, -0.0393, 0.1213
O, 4.0026, 2.7212, 19.3763, -0.0041, 0.0028, 0.0206
O, 0.7299, 10.0363, 15.9532, 0.0252, -0.0118, -0.0487
O, 1.2819, 9.806, 18.8281, 0.0031, 0.0065, 0.029
O, 1.721, 1.6652, 19.2684, -0.0068, -0.0065, 0.0275
O, 8.9392, 10.384, 16.4888, 0.007, 0.0064, -0.044
O, 4.881, 8.5813, 18.7876, 0.005, -0.0008, 0.0181
O, 9.5779, 8.7624, 10.4805, -0.0853, -0.041, -0.2597
O, 6.755, 4.0867, 18.8538, 0.0023, 0.0042, 0.0221
O, 2.8347, 1.7186, 13.4153, -0.0131, 0.0507, -0.1582
O, 5.8412, 8.7747, 21.2582, 0.0218, 0.0422, 0.147
O, 2.5466, 2.4338, 10.8821, 0.0172, 0.032, -0.2591
O, 7.6241, 4.8509, 21.1705, -0.0122, -0.0444, 0.142
O, 5.2032, 7.4599, 12.5407, -0.0141, 0.0994, -0.1808
O, 0.4421, 9.0694, 12.4848, 0.0401, -0.0102, -0.1116
O, 7.5753, 1.0472, 13.5634, 0.0123, 0.0038, -0.0799
O, 7.1104, 9.6231, 14.7316, -0.0361, 0.0356, -0.1281
O, 8.9863, 5.0288, 12.6881, 0.0101, -0.0616, -0.1234
O, 8.0966, 8.0294, 16.9015, -0.0091, 0.0112, -0.0352
O, 6.2221, 2.5741, 21.8935, 0.0033, 0.0438, 0.0961
O, 2.463, 9.0649, 14.1044, -0.0151, -0.0903, -0.2266
O, 0.4317, 4.4832, 11.8542, -0.0307, -0.021, -0.1109
O, 0.8191, 8.3179, 20.926, 0.013, 0.032, 0.1295
O, 9.3932, 3.8202, 10.344, -0.1006, -0.0329, -0.2486
O, 9.6572, 2.383, 12.5319, 0.0105, 0.0849, -0.124
O, 7.6294, 8.564, 19.3817, -0.0191, 0.0077, 0.027
O, 2.5668, 8.1819, 11.3559, 0.172, -0.0292, -0.5136
O, 3.9873, 3.0512, 15.3769, -0.0144, -0.0356, -0.0768
O, 0.8429, 4.4932, 14.429, 0.0456, 0.0031, -0.1501
O, 10.0638, 2.9999, 18.9523, 0.0042, -0.0077, 0.0321
O, 9.1602, 7.8005, 12.9403, 0.0198, 0.073, -0.1241
O, 10.5226, 0.5393, 20.0751, -0.0033, 0.0052, 0.0384
O, 6.035, 5.0274, 11.9258, -0.004, -0.0916, -0.1895
O, 8.1643, 2.7484, 17.0099, 0.0036, -0.0001, -0.0145
O, 3.5405, 5.4778, 16.7197, 0.0254, -0.0157, -0.0578
O, 4.6921, 9.0851, 10.3428, -0.1822, -0.0871, -0.337
O, 1.541, 6.6755, 13.1587, 0.0325, 0.0565, -0.1101
O, 4.7684, 5.4789, 14.3365, 0.0454, 0.0545, -0.1632
O, 2.0566, 3.8558, 20.9172, -0.0388, 0.0151, 0.1308
O, 10.5521, 1.4015, 16.9501, 0.008, -0.0224, -0.0357
O, 0.9525, 6.0703, 16.5476, -0.0236, -0.0086, -0.0605
O, 7.3526, 10.9517, 21.9258, -0.0053, -0.0571, 0.107
O, 5.9412, 0.9104, 19.9116, 0.0299, -0.0014, 0.0626
O, 6.0514, 10.0134, 12.3949, -0.0616, -0.1245, -0.2302
O, 2.8496, 0.5402, 15.6063, 0.0133, 0.0233, -0.0623
O, 7.0716, 7.9971, 10.7934, 0.0345, -0.0108, -0.2284
O, 10.2516, 8.0173, 18.6766, 0.0095, 0.0056, 0.0118
O, 3.4469, 9.1914, 16.5751, -0.0391, 0.0046, -0.0665

Results
free energy: -137631.750 eV
free energy less fixed offsets of O -568.88, P -755.39, Si -635.61 eV per atom: -3.270 eV

The program warned: the cutoff lies below the one the program advises for these potential files; the exchange-correlation potential is rough where the density is thin.
